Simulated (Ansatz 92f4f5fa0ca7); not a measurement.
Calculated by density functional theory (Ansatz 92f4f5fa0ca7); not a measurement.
Periodic cell of 240 atoms, Si134O106, from a study of silicon, its oxide and their interface. The atomic structure is a simulated model.

Settings
functional: PBE
potential files: Ansatz PAW
basis: plane waves
wave-function cutoff: 700 eV
density cutoff ratio: 5
exchange-correlation grid ratio: 2
k mesh: 2 x 2 x 1, shifted by 0.5 0.5 0.5 of a step
self-consistency stop: 5e-08 eV per atom in the density residual
occupations: Fermi-Dirac, 0.05 eV
spin: none
net charge: 0

Cell vectors (angstrom)
a	11.5983	0	0
b	0	15.4644	0
c	1.7081	2.3709	24.0902

Atoms and the computed forces on them: element, x, y, z (angstrom), force x, y, z (eV/angstrom)
Si	-0.4119	1.0215	-1.0446	-0.0913	0.1154	-0.1521
Si	-0.8222	4.6746	2.0366	0.2831	-0.0706	-0.4296
Si	-2.6209	9.1317	0.1903	-0.3256	-0.1542	0.3547
Si	0.1547	12.3881	1.7238	0.5765	-0.1513	0.1987
Si	4.1834	-0.855	1.2964	-0.018	0.0569	-0.1036
Si	4.1943	4.8321	-0.6197	0.2042	-0.2602	-0.3141
Si	4.9132	8.5747	1.8942	0.2983	-0.0442	0.3251
Si	2.1197	11.9226	-0.738	0.1655	0.3127	-0.4607
Si	6.8661	-2.1259	-2.0786	0.0418	0.0655	-0.2105
Si	6.3294	2.9934	-1.3447	0.1066	0.3225	-0.1683
Si	4.6439	8.9984	-0.4131	0.366	-0.0869	-0.1698
Si	5.2359	12.4227	1.6269	-0.2475	-0.2271	-0.0266
Si	-0.8634	0.911	2.1807	0.4187	0.1664	-0.3038
Si	-0.4411	4.1513	-1.1559	-0.078	-0.0103	-0.279
Si	0.0703	8.5664	1.7063	0.1347	0.1399	-0.228
Si	-1.7156	12.2302	0.3384	-0.4202	0.0853	-0.3575
Si	6.5624	0.3453	-0.1925	0.1867	0.2144	-0.0336
Si	4.2794	4.3103	2.1698	-0.3572	0.2041	-0.3576
Si	2.1897	8.944	-0.6417	-0.207	-0.3377	-0.1529
Si	7.5023	12.6917	2.301	0.113	0.0018	-0.2099
Si	8.3667	0.9452	2.2879	-0.5287	0.084	-0.3498
Si	8.3508	4.9157	2.3429	-0.366	-0.1226	-0.0731
Si	7.4074	8.7339	2.0515	-0.0772	-0.0409	-0.238
Si	5.1798	11.3456	-0.491	0.377	0.2717	-0.067
Si	-0.0701	2.8421	3.3515	-0.0124	-0.2389	0.007
Si	0.0909	6.6478	3.1212	-0.0588	0.125	0.0863
Si	0.116	10.5144	3.131	-0.082	-0.2985	0.2448
Si	-0.0093	14.398	3.1838	0.0036	0.2087	0.2282
Si	3.9164	2.4531	3.6057	-0.0328	-0.3058	0.0479
Si	4.1268	6.5719	3.1852	0.019	0.1715	0.1572
Si	4.2765	10.6268	3.1217	-0.0702	0.0452	-0.2879
Si	3.8469	15.4339	3.4929	0.044	0.0815	0.1276
Si	7.8012	2.9067	3.5198	0.0791	-0.1	-0.0305
Si	7.9109	6.8755	3.4765	-0.0335	0.2221	0.183
Si	7.7816	10.6251	3.393	0.0653	-0.0193	0.1397
Si	7.7145	14.6071	3.6354	0.0906	0.1625	0.0702
Si	-1.8557	2.8794	4.8468	-0.1894	-0.0999	0.1435
Si	-1.6975	6.841	4.707	-0.1993	0.0876	0.068
Si	-1.7982	10.5255	4.5701	-0.0957	0.048	-0.2038
Si	-1.8454	14.4526	4.8067	-0.0034	0.0605	0.1519
Si	1.9223	2.8744	4.7479	-0.0945	0.1288	0.0013
Si	2.0976	6.7456	4.5048	0.0635	0.0401	-0.1295
Si	2.1559	10.6069	4.4081	0.2041	0.0096	-0.1318
Si	1.8982	14.6971	4.6683	0.0273	-0.1016	-0.0578
Si	5.8575	2.8228	4.9042	0.1099	0.1544	0.0949
Si	5.9193	6.7506	4.756	-0.0041	-0.0476	0.0259
Si	5.9032	10.6778	4.8123	0.1023	0.0308	0.0695
Si	5.7448	14.7558	4.9115	-0.0916	-0.2181	-0.0778
Si	-1.8142	1.0118	6.2673	0.0749	-0.0613	-0.118
Si	-1.7574	4.8732	6.0428	-0.0371	-0.1598	0.1378
Si	-1.8661	8.7256	6.083	0.2191	-0.0805	0.1979
Si	-1.941	12.4027	5.9253	-0.0778	0.0965	0.0775
Si	1.8559	1.0612	6.2645	0.0444	-0.0219	0.1082
Si	2.1101	4.8777	5.9885	0.0548	-0.0778	0.1707
Si	2.1149	8.7138	5.9236	-0.0894	0.0508	0.1435
Si	2.0392	12.5703	5.7935	0.0314	0.1096	0.0417
Si	5.9047	1.0498	6.486	-0.1281	0.0612	0.1196
Si	5.9413	4.829	6.1176	0.0238	0.0487	0.1007
Si	5.8531	8.7134	6.1411	0.0341	0.0371	-0.0548
Si	5.8023	12.6639	6.1137	0.0223	-0.0008	-0.0206
Si	0.0379	1.0931	7.7832	0.0444	0.0343	0.1218
Si	0.1939	4.8079	7.3598	-0.0683	0.2354	-0.3364
Si	0.1271	8.7859	7.311	-0.218	0.2984	-0.1324
Si	0.0431	12.5235	7.0977	0.0322	0.0064	0.0576
Si	3.8115	1.1279	7.71	0.0507	0.1761	-0.0794
Si	4.0264	4.9134	7.4953	0.0561	0.106	-0.1577
Si	3.9528	8.7123	7.5475	0.0682	0.0822	-0.0558
Si	3.8207	12.5947	7.3822	0.0751	-0.1379	-0.272
Si	7.9347	1.0428	7.7707	-0.0227	-0.059	-0.0102
Si	7.9193	4.8253	7.4067	-0.0752	-0.014	-0.2229
Si	7.7649	8.6943	7.529	0.0207	0.0923	-0.1616
Si	7.8034	12.5103	7.427	0.0304	0.0721	-0.1544
Si	2.1639	4.2056	10.3115	-0.0876	-0.1506	0.2142
Si	1.9496	6.608	9.9627	-0.2049	0.2955	0.0073
Si	-0.108	10.74	8.6616	0.0718	-0.1373	-0.0728
Si	-0.5708	14.3481	8.4733	0.0313	0.1072	-0.4434
Si	3.9973	3.162	9.1	-0.1416	-0.0354	-0.0706
Si	4.0906	6.7925	8.9942	-0.024	-0.029	-0.1468
Si	3.7318	10.7086	8.8667	0.0817	-0.0256	0.0504
Si	3.5971	14.4852	8.7641	-0.1537	-0.1822	-0.2816
Si	8.0016	3.1085	9.04	0.1158	0.1956	-0.1596
Si	9.8661	6.5185	9.9349	0.0698	0.0461	-0.0703
Si	9.6096	10.7742	10.2647	0.0663	0.015	-0.3077
Si	8.6608	14.4069	8.6027	-0.1016	-0.0453	0.0246
Si	0.2272	3.2056	9.115	0.0797	0.0222	-0.043
Si	0.1372	6.8037	8.531	-0.0196	-0.1047	-0.2291
Si	1.6997	10.7628	10.1308	-0.1008	-0.0916	-0.0637
Si	1.2276	13.1564	10.3756	-0.1758	0.1652	0.3153
Si	6.0574	3.534	10.3113	0.1646	-0.8082	0.1773
Si	6.0985	6.0148	10.328	0.2989	0.8051	0.1086
Si	5.6807	11.1746	10.2249	0.0162	-0.1961	0.016
Si	4.8575	14.0708	10.6303	0.2739	0.0176	0.1296
Si	9.9069	4.021	10.2622	0.07	-0.1374	0.4379
Si	7.8345	6.6921	8.7862	-0.1053	-0.1275	0.017
Si	7.679	10.6281	8.9248	-0.1665	0.0025	-0.0532
Si	9.0091	13.01	11.3409	-0.0505	0.2231	0.2534
Si	2.6635	13.8314	12.7938	-0.1386	0.0412	0.4442
Si	1.0433	8.5096	11.2972	0.4351	0.0466	0.189
Si	7.3338	7.6387	12.9098	0.0905	-0.0575	0.0011
Si	6.5754	7.5053	18.1596	0.1213	0.0462	0.065
Si	11.8656	11.1343	15.0394	-0.0135	0.1163	0.3893
Si	14.2682	4.8906	16.235	0.0226	0.0408	0.2743
Si	10.0259	7.3232	21.6594	0.1079	-0.2309	-0.2112
Si	14.7832	15.3016	16.9076	-0.0203	0.0559	0.0818
Si	10.542	3.41	13.3914	-0.0832	-0.1037	0.1848
Si	13.9055	9.3001	13.8801	-0.1016	0.0074	0.2645
Si	10.0332	8.5323	11.2885	-0.5519	-0.2356	0.0816
Si	6.0021	16.4988	12.327	0.0558	-0.0943	0.3782
Si	0.011	0.892	21.8093	-0.0146	0.2701	-0.2664
Si	8.1131	1.3316	16.7321	0.0382	0.0124	0.0701
Si	13.318	1.3898	19.2704	0.0229	0.0041	-0.0618
Si	10.7725	0.8871	15.1315	-0.0176	-0.0739	0.3242
Si	8.2416	6.9144	15.7269	0.0529	0.0152	0.3815
Si	5.4082	10.1204	13.3389	-0.0067	0.1014	0.106
Si	4.6024	2.4908	20.0571	-0.1023	0.0262	-0.1006
Si	10.4534	8.8628	16.6706	0.0388	-0.0108	0.2073
Si	3.4158	1.1179	14.1411	0.0654	-0.1194	0.3321
Si	3.7826	8.0307	18.958	-0.0013	-0.0194	-0.0272
Si	2.6206	12.6722	15.594	0.0923	0.1627	0.2336
Si	7.3615	-1.3747	13.521	0.1653	0.0096	0.2936
Si	5.6639	12.4565	15.3271	-0.0932	0.0691	0.2354
Si	7.0271	16.1757	19.3314	0.0318	0.0565	-0.0538
Si	8.0698	7.036	25.2132	0.3872	-0.2734	-0.6265
Si	13.6497	3.8678	13.4943	0.0098	-0.1094	0.0424
Si	10.2223	13.6773	13.9909	-0.0924	0.0591	0.1657
Si	4.6895	5.2411	18.5447	0.0172	-0.0447	0.0673
Si	0.333	2.8321	17.0385	-0.0712	-0.1072	0.2129
Si	1.7826	7.9049	16.7216	-0.0236	-0.0219	0.217
Si	9.0915	8.8613	19.4429	0.0825	-0.2637	-0.0433
Si	3.9415	17.1151	22.8095	0.0313	0.102	-0.2735
Si	3.5398	8.6011	21.9641	-0.1078	-0.1891	-0.1269
Si	6.2276	14.5007	17.25	-0.0045	-0.0092	0.0049
Si	9.1608	4.0253	15.9811	-0.0477	-0.1143	0.2331
Si	8.8832	10.0677	22.1508	0.1184	-0.2998	-0.1715
O	-0.6242	1.0595	0.55	-0.1608	-0.0564	0.2674
O	-1.8269	4.6749	-1.804	-0.0591	0.0921	0.149
O	-0.4008	4.3769	0.4505	-0.1669	0.1085	0.4465
O	-1.1937	8.3874	0.6073	0.0278	0.1089	0.2311
O	8.6081	12.9743	1.0566	-0.1462	-0.0441	0.1596
O	6.7233	-1.1327	-0.8129	-0.0212	-0.0485	0.1413
O	7.8567	0.7664	0.6999	0.1253	0.011	0.0676
O	8.5338	5.7498	24.2579	-0.1361	-0.063	0.0315
O	4.8257	3.6198	-1.5603	-0.1879	0.1565	0.2166
O	1.4958	8.7514	0.8509	0.047	-0.0307	0.1029
O	3.7403	12.0019	-0.98	-0.1288	-0.0187	0.1786
O	1.5747	12.1545	0.7995	-0.289	0.0696	0.2502
O	8.377	-1.9405	-2.6818	-0.0208	-0.0491	0.1143
O	1.0166	0.3281	-1.2965	0.0732	-0.0451	0.0682
O	3.3578	4.2852	0.6967	0.3484	-0.0688	0.4717
O	1.6857	10.4135	-1.2467	-0.1469	0.1244	0.1797
O	-0.3127	13.6161	9.9652	0.1687	-0.104	-0.0143
O	2.0727	14.1932	9.3921	-0.2566	-0.1935	0.076
O	3.9443	13.4737	11.8624	0.1725	0.0019	-0.1543
O	8.5785	14.1706	10.2479	-0.0441	-0.3749	0.1373
O	-1.5494	0.1153	-1.8321	-0.0331	-0.1352	0.0715
O	-0.3262	2.5706	-1.5819	-0.0065	-0.0377	0.1948
O	2.4624	7.4382	22.3184	0.0466	0.0459	0.0722
O	10.0498	10.9857	22.8559	0.0534	0.0638	-0.0886
O	-1.2774	13.0318	-1.0268	0.0232	-0.2598	0.2818
O	-2.2379	10.7113	-0.0236	0.1589	0.1417	0.0214
O	7.9973	2.8692	16.1627	0.0538	0.0751	-0.0873
O	5.5988	1.5125	19.2091	0.0662	-0.0451	0.0518
O	3.29	5.7549	-1.5809	0.1756	0.0492	0.1474
O	6.331	1.3772	-1.4465	-0.0041	-0.2644	0.1927
O	1.546	7.7127	-1.5213	-0.0534	0.1696	-0.0213
O	1.6536	13.2344	-1.6225	-0.0413	-0.1626	0.1603
O	1.6007	3.7603	16.6785	0.0967	0.0959	-0.1497
O	6.8869	15.75	16.3647	0.0287	-0.0168	0.0349
O	4.9383	2.2106	21.634	-0.0193	-0.0984	0.1485
O	7.3999	3.5993	-2.4184	-0.107	0.0117	0.1173
O	8.8992	10.1159	20.4936	-0.0801	0.1072	0.1541
O	5.6928	8.1329	-1.4179	-0.329	0.1813	0.1861
O	8.7416	8.3125	12.376	0.2441	0.1277	-0.0375
O	6.4203	11.8524	-1.5256	-0.3157	-0.2575	0.2104
O	6.525	12.9949	16.6361	-0.0535	0.0164	-0.0233
O	2.4876	4.1714	11.9575	-0.0083	-0.0645	-0.1012
O	3.8115	9.8874	13.6452	-0.0188	-0.008	-0.0583
O	10.1499	13.6109	12.3676	0.058	-0.0389	-0.1192
O	13.8917	14.0966	16.2855	0.0133	-0.0937	-0.0935
O	10.4946	3.6083	16.8685	-0.0553	0.0689	-0.1009
O	4.8902	1.3185	13.4931	0.1015	0.0445	-0.1598
O	14.4494	4.7916	14.6006	-0.029	-0.0102	-0.1049
O	6.3224	17.9587	11.6538	-0.115	0.3243	-0.2701
O	5.5556	10.6775	11.8075	0.0579	0.0877	-0.234
O	5.5262	15.4795	11.1342	-0.0562	-0.029	-0.0992
O	8.1444	1.4368	18.3705	-0.0631	-0.0549	0.009
O	2.5543	12.7393	13.9762	0.013	0.0395	-0.2188
O	13.0489	11.6417	16.0771	-0.062	-0.0547	-0.1434
O	10.0137	3.5439	11.8694	-0.0679	0.1584	-0.3523
O	6.5592	6.7371	11.779	-0.0771	-0.1689	-0.1131
O	7.6426	13.0045	12.3174	0.0637	-0.1104	-0.1865
O	5.2719	0.2964	0.8004	-0.0996	-0.1203	0.1148
O	4.6213	14.7136	17.3714	0.066	-0.0247	-0.0191
O	6.1681	5.9305	18.3787	-0.059	0.0364	-0.0073
O	1.9176	8.2503	12.699	0.0026	0.0044	0.0412
O	10.5024	1.8375	13.8343	0.0124	0.0185	-0.1232
O	7.117	7.667	16.6388	0.0293	-0.0359	-0.216
O	3.7022	6.4006	19.165	0.0209	0.0043	-0.021
O	9.4916	0.7257	16.1305	0.0566	0.0263	-0.1166
O	11.162	14.8801	14.5725	-0.0671	-0.0083	-0.1686
O	0.5757	2.3445	18.5807	0.0176	-0.0186	-0.0436
O	4.8723	4.029	19.6039	0.0138	-0.012	0.0068
O	2.6352	8.5487	17.943	-0.0009	-0.0101	-0.0679
O	9.2929	8.5113	22.5124	-0.1146	0.2051	0.074
O	14.0203	2.3321	13.8044	-0.0419	0.026	-0.0828
O	0.3691	1.5222	16.0502	-0.0574	0.0348	-0.1774
O	9.5488	4.2065	14.407	0.0082	0.0194	-0.1449
O	7.5346	16.1435	20.8496	0.0155	-0.0117	0.1483
O	10.828	10.1727	15.8135	0.0282	-0.0137	-0.1228
O	12.0301	4.0496	13.6098	0.0601	0.0609	-0.0899
O	6.2725	8.7557	13.4331	0.0407	-0.0658	-0.0779
O	13.8503	8.5979	15.3386	0.0698	0.0636	-0.1842
O	2.7344	15.2923	13.4555	0.0297	-0.0411	-0.1362
O	1.3259	13.7216	11.904	0.0352	-0.006	0.0358
O	10.9146	12.316	14.5045	0.031	-0.0505	-0.0735
O	5.9353	13.6864	14.2545	0.0745	0.0361	-0.2305
O	9.6554	9.3531	18.0054	-0.0118	0.077	-0.0398
O	8.6711	13.9089	14.5163	-0.0332	0.0132	-0.1047
O	5.243	8.426	18.3399	-0.0568	-0.0424	-0.0004
O	4.0619	4.7173	17.1062	-0.0677	0.0122	-0.169
O	13.6361	6.3222	16.6106	0.0303	-0.0804	-0.1159
O	10.1795	7.8186	20.1065	-0.1517	0.1075	0.0858
O	6.0432	11.0889	14.5234	-0.044	-0.1674	-0.2221
O	3.4807	0.9737	15.7707	0.0204	0.0307	-0.2319
O	11.8179	8.0991	17.0874	0.0226	-0.0053	-0.0658
O	6.8305	14.6385	18.767	-0.0277	0.0615	-0.0519
O	0.9797	0.6368	20.5144	-0.0663	-0.0413	0.137
O	3.567	8.7949	20.3599	0.0279	0.0498	0.0888
O	7.6992	6.7138	14.2105	0.0045	-0.0058	-0.1815
O	4.1526	12.2311	15.9163	0.0681	-0.0487	-0.0656
O	13.9152	0.3529	18.1716	0.0124	0.006	0.0401
O	5.4851	5.6493	0.0316	0.0685	-0.014	0.2265
O	5.8632	12.8308	10.2112	-0.0918	0.1986	0.1486
O	7.6934	8.0342	19.2237	-0.01	0.0381	0.0097
O	3.0116	2.2352	19.7904	0.0385	-0.0155	0.0379
O	2.9456	-0.7469	0.1874	0.266	-0.0566	0.3473
O	8.577	5.4722	16.4354	0.0125	0.0657	-0.1202
O	12.6607	10.3825	13.8214	0.0647	-0.0453	-0.1123
O	9.5697	7.8615	15.7467	-0.0768	-0.0785	-0.1541
O	7.2427	15.6723	13.0531	-0.0934	0.0854	-0.1593

Results
free energy: -145482.905 eV
free energy less fixed offsets of O -569.03, Si -635.61 eV per atom: 6.015 eV
pressure: -0.95 GPa
stress xx, yy, zz, yz, xz, xy (GPa, positive in tension): 1.13, 1.4, 0.33, 0.05, -0.33, 0.29

The program warned: the cutoff lies below the one the program advises for these potential files.
